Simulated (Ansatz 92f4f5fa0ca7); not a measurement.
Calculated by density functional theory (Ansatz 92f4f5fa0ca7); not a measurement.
Periodic cell of 220 atoms, Si131O87Al1F1, from a study of silicon, its oxide and their interface. The atomic structure is a simulated model.
Doubt: the cutoff is far below the 930 eV that the study's wrapper takes by default for these files, so forces and energies are approximate.
This geometry differs little from another in the collection (a relaxation step or a small displacement).

Settings: functional PBE; potential files Ansatz PAW; basis plane waves; wave-function cutoff 580 eV; density cutoff ratio 5; exchange-correlation grid ratio 1; k mesh 1 x 1 x 1, Gamma-centred; self-consistency stop 5e-08 eV per atom in the density residual; occupations fixed; spin none; net charge 0.

Cell vectors (angstrom)
a 10.938 0 0
b 0 10.938 0
c 0 0 33.2823

Atoms: element, x, y, z (angstrom)
Si -0.2058 0.1859 25.7089
Si 5.9651 -0.5493 25.7336
Si 2.8471 2.8028 25.8042
Si 8.3473 2.3116 25.8766
Si -0.4882 6.0147 25.6809
Si 5.3731 5.6882 25.7577
Si 3.0316 7.8367 25.7875
Si 8.2178 8.2267 26.1008
Si 1.4173 1.3539 27.0303
Si 6.8663 1.1426 27.2033
Si 4.2252 4.1036 27.1422
Si 9.5208 4.1257 26.9542
Si 1.3289 6.799 27.0781
Si 6.8177 6.8005 27.2587
Si 4.1888 9.4661 27.0622
Si 9.6822 9.6163 27.2255
Si 2.7723 -0.0369 28.4238
Si 8.265 -0.0623 28.5939
Si 0.0144 2.7668 28.4042
Si 5.5268 2.6678 28.4877
Si 2.7351 5.4334 28.4713
Si 8.2239 5.4017 28.4985
Si 0.0748 8.1874 28.5184
Si 5.4694 8.1893 28.5586
Si 4.1018 1.3673 29.864
Si 9.5708 1.3673 29.864
Si 1.3673 4.1018 29.864
Si 6.8362 4.1018 29.864
Si 4.1018 6.8362 29.864
Si 9.5708 6.8362 29.864
Si 1.3673 9.5708 29.864
Si 6.8362 9.5708 29.864
Si 0 0 31.2313
Si 5.469 0 31.2313
Si 2.7345 2.7345 31.2313
Si 8.2035 2.7345 31.2313
Si 0 5.469 31.2313
Si 5.469 5.469 31.2313
Si 2.7345 8.2035 31.2313
Si 8.2035 8.2035 31.2313
Si 1.3673 1.3673 32.5985
Si 6.8362 1.3673 32.5985
Si 4.1018 4.1018 32.5985
Si 9.5708 4.1018 32.5985
Si 1.3673 6.8362 32.5985
Si 6.8362 6.8362 32.5985
Si 4.1018 9.5708 32.5985
Si 9.5708 9.5708 32.5985
Si 2.7345 0 0.6835
Si 8.2035 0 0.6835
Si 0 2.7345 0.6835
Si 5.469 2.7345 0.6835
Si 2.7345 5.469 0.6835
Si 8.2035 5.469 0.6835
Si 0 8.2035 0.6835
Si 5.469 8.2035 0.6835
Si 4.1018 1.3673 2.0507
Si 9.5708 1.3673 2.0507
Si 1.3673 4.1018 2.0507
Si 6.8362 4.1018 2.0507
Si 4.1018 6.8362 2.0507
Si 9.5708 6.8362 2.0507
Si 1.3673 9.5708 2.0507
Si 6.8362 9.5708 2.0507
Si 0 0 3.418
Si 5.469 0 3.418
Si 2.7345 2.7345 3.418
Si 8.2035 2.7345 3.418
Si 0 5.469 3.418
Si 5.469 5.469 3.418
Si 2.7345 8.2035 3.418
Si 8.2035 8.2035 3.418
Si 1.2642 1.4883 4.7548
Si 6.8141 1.3881 4.8184
Si 4.1083 4.0722 4.8242
Si 9.5272 4.1415 4.8551
Si 1.3585 6.8428 4.7601
Si 6.7947 6.892 4.8282
Si 4.1298 9.5709 4.7981
Si 9.5325 9.6031 4.6323
Si 2.6375 0.0365 5.9376
Si 8.2728 -0.0048 6.0397
Si -0.066 2.8239 6.3253
Si 5.4574 2.6975 6.2946
Si 2.7444 5.5389 6.1631
Si 8.1105 5.4837 6.2211
Si -0.1019 8.2444 5.9309
Si 5.5262 8.3236 6.3164
Si 3.6679 1.5287 7.3769
Si 9.8084 1.0407 7.4787
Si 1.6128 4.0098 7.6075
Si 6.5437 4.3579 7.6508
Si 4.3346 6.6612 7.4951
Si 9.3695 7.1232 7.3316
Si 1.0692 9.7975 7.1802
Si 7.2851 9.4713 7.5896
O 1.8554 3.9157 25.1032
O 7.1473 9.2641 25.2869
O 2.73 2.8328 7.8309
O 8.3534 8.2485 8.0589
O 5.4002 5.504 7.9884
O 0.0638 -0.0348 7.9024
O 4.1777 6.7369 25.2368
O 9.5394 1.2812 25.2844
O 1.7766 8.9109 8.3371
O 1.3698 4.5919 9.3447
O 9.0117 1.3306 8.8914
O 6.9886 10.4836 8.8943
O 3.6916 0.6614 8.8012
O 3.652 7.1455 8.908
O 7.0743 3.8784 9.1493
O 10.4344 6.3533 8.3486
O 3.8159 2.1479 24.6318
O 5.4063 0.0296 24.2865
O 7.2292 2.6947 24.697
O 11.1102 5.7021 24.1951
O 9.2758 7.1638 25.307
O 2.3246 8.4604 24.4347
O 6.2278 5.147 24.4312
O 0.3837 10.3451 24.3545
Si 2.4518 8.0587 9.5182
Si 11.006 6.7446 14.385
Si 0.0138 -5.1474 17.1808
Si 4.1574 0.8807 23.6575
Si 7.4371 -2.0257 20.2969
Si 8.3017 0.8043 21.1923
Si 1.7274 9.7359 23.6114
Si 10.5162 9.5055 14.4096
Si 3.9274 9.8074 11.7164
Si 4.9498 16.1428 12.023
Si 6.9387 1.7927 16.7588
Si 4.6381 7.46 20.1969
Si 13.2328 8.5313 14.0752
Si 3.7626 1.4991 10.2106
Si 7.9397 11.473 9.8493
Si 1.7339 8.3577 20.7458
Si 2.5453 -5.4226 21.2241
Si 2.1939 3.9826 10.8581
Si 8.2753 4.3823 17.5012
Si 6.9623 3.916 23.6338
Si 12.6329 3.6353 18.7906
Si 6.3729 3.0849 10.4123
Si 4.5438 2.9663 18.3585
Si 7.9568 -0.2542 14.9886
Al 10.4526 4.6321 12.2304
Si -1.3489 3.1195 22.5241
Si 6.2436 7.903 12.2721
Si 8.5916 9.6176 12.2686
Si 5.5689 2.3252 21.3342
Si 12.0277 4.4202 23.7651
Si 9.8789 2.6885 19.6401
Si 11.2066 5.9558 9.7284
Si -5.3235 5.8709 17.6251
Si -0.8607 -2.6104 19.0163
Si 8.0151 10.1064 17.6953
Si 4.7996 6.7913 14.6339
O 7.6412 10.2712 13.4502
O 6.9993 9.5394 18.8444
O 7.8368 8.1736 11.9802
O -1.5726 1.1642 19.9876
O 4.571 5.4819 13.6134
O 7.5307 9.6297 16.195
O -1.4166 -1.3976 18.0461
O 4.9125 13.5358 9.8953
O 5.4388 9.2184 11.7291
O 1.3109 7.1162 10.2103
O 7.0677 1.1022 15.269
O 8.4862 4.2157 23.0806
O 5.6609 6.5856 11.4794
O 1.5011 6.7593 21.0245
O -2.1335 7.9955 20.0506
O 10.1451 9.5674 12.7904
O 15.7534 4.487 17.8746
O 6.0527 8.1301 20.8136
O 2.8239 -0.0171 23.57
O 3.1389 9.5145 13.0961
O 6.0142 3.5237 22.3618
O 9.9839 3.5586 21.0152
O 2.262 4.3238 20.1588
O -5.903 6.9936 18.673
O 0.5438 -2.1113 19.7205
O 8.6659 10.5054 10.9194
O 11.6626 6.2788 15.8091
O 12.0868 4.1598 12.0448
O 9.627 10.7031 15.1106
O 10.2485 5.558 13.6236
O 0.4352 2.6071 18.9993
O 4.0328 11.4085 11.436
O 1.312 7.357 13.4609
O 12.1318 9.5773 14.7697
O 7.2198 5.5882 17.8723
O 3.4472 -3.2403 14.9099
O 12.0911 4.8565 17.8694
O 11.0029 3.2085 23.3411
O 5.94 18.6348 13.8717
O 2.2311 4.84 22.6803
O 6.8727 1.4957 20.8594
O 5.3532 -4.6038 16.0867
O 1.4582 -1.6867 22.0859
O -2.1617 3.5258 18.7937
O 9.5946 4.9761 16.7732
F 9.4547 3.3306 12.2669
O 4.5224 1.3731 22.1483
O 3.3192 -2.4418 20.2149
O 2.927 2.7485 18.1652
O 3.5724 4.8277 11.1868
O 6.0637 4.0105 11.7398
O 10.0045 7.9937 14.812
O -6.0448 2.8539 19.9583
O 7.8859 11.7523 17.6939
O 7.9743 -0.8036 21.3018
O 4.0786 6.141 21.0563
O 8.9561 1.5814 22.5042
O 2.4492 2.3942 10.5969
O 18.4558 3.2995 16.5525
O 3.0401 9.0967 10.5758
O 10.1331 5.5453 10.8252
O 7.1798 1.6991 10.7083
O 10.4831 -3.9395 18.1728
O 5.4357 1.925 17.44

Results
free energy: -135996.075 eV
free energy less fixed offsets of Al -1619.15, F -1619.15, O -568.88, Si -635.61 eV per atom: -0.305 eV

Forces (eV/angstrom), in the order of the atoms: element, x, y, z
Si -0.0515 0.0357 -0.0899
Si 0.1048 -0.0935 -0.1574
Si 0.0311 0.0425 -0.1351
Si 0.0593 -0.0838 -0.1371
Si -0.1299 0.0954 -0.0974
Si -0.0514 0.0557 -0.1121
Si 0.0785 -0.08 -0.1635
Si 0.0341 -0.0249 -0.1678
Si -0.0127 0.0022 -0.0251
Si 0.0049 -0.0052 -0.005
Si -0.0108 0.0129 -0.0221
Si 0.0437 0.0231 -0.0386
Si 0.0076 -0.0295 0.0075
Si -0.0271 -0.0022 -0.0379
Si -0.0044 -0.0015 -0.0441
Si -0.002 0.0347 -0.0438
Si 0.0022 -0.0123 -0.0194
Si 0.0005 -0.0013 -0.0017
Si -0.0078 -0.0268 -0.0119
Si 0.0175 -0.0033 -0.0031
Si 0.0312 0.007 0.0121
Si -0.0157 0.0023 -0.0033
Si -0.0087 0.0054 0.0105
Si -0.0113 -0.0004 -0.0102
Si -0.0639 -0.1596 -0.2886
Si 0.3149 0.476 -0.0226
Si -0.0182 -0.15 -0.1802
Si 0.1513 -0.4181 0.1049
Si -0.4073 -0.1397 0.132
Si 0.1117 -0.1223 -0.2065
Si 0.4629 0.1071 0.0195
Si 0.059 -0.2438 0.5846
Si 0.1229 0.1502 -0.0474
Si -0.0046 0.0081 0.0097
Si -0.0926 -0.0483 -0.0525
Si 0.0149 0.0807 0.0351
Si -0.0418 0.0442 -0.0114
Si -0.0979 -0.0447 -0.0508
Si -0.002 0.0444 0.0284
Si -0.1338 -0.031 0.0159
Si 0.0043 -0.0478 0.0124
Si 0.0364 -0.0436 -0.0241
Si 0.0189 -0.0034 -0.0224
Si 0.0068 -0.0362 -0.0147
Si 0.0517 0.0233 -0.0297
Si 0.0842 -0.0166 -0.0023
Si 0.0008 -0.0626 -0.0263
Si 0.0056 -0.0126 -0.0318
Si 0.0232 -0.0179 -0.0102
Si -0.0606 0.0469 0.0156
Si -0.0351 0.0371 0.0209
Si -0.0276 0.0152 0.0419
Si -0.0687 0.054 0.0088
Si 0.0149 -0.0121 -0.0008
Si -0.0191 -0.0242 0.0414
Si -0.0332 0.0778 0.0134
Si -0.0619 -0.0845 0.0476
Si 0.0793 -0.0818 -0.0617
Si 0.0816 -0.0211 -0.0149
Si 0.0874 0.0543 0.0593
Si -0.0288 -0.0668 -0.0084
Si -0.1098 -0.0164 0.0218
Si 0.1486 0.1552 0.0332
Si 0.029 -0.1167 -0.0394
Si -0.0078 0.6083 -0.6586
Si 0.0951 0.0832 0.085
Si -0.0657 0.2861 -0.0805
Si -0.0121 0.0587 0.3505
Si -0.1257 -0.1843 0.1488
Si -0.1422 0.1438 0.3225
Si 0.2785 -0.0416 0.029
Si -0.5181 -0.3133 -0.529
Si -0.0414 -0.0327 0.0052
Si 0.0111 0.0143 0.0137
Si -0.0031 0.0466 0.0251
Si -0.0156 -0.011 0.0013
Si -0.0005 -0.0088 -0.0112
Si -0.0171 -0.0121 0.0079
Si -0.0024 -0.0231 0.0123
Si 0.0096 0.0453 -0.0057
Si 0.0048 0.039 0.0356
Si 0.0143 0.0022 0.044
Si 0.0235 0.0357 0.0572
Si -0.0468 0.0087 0.026
Si -0.0302 -0.0646 0.0291
Si -0.0571 -0.0027 0.0395
Si 0.0388 -0.0026 0.0072
Si 0.0592 0.0102 0.0579
Si 0.0159 -0.0538 0.0964
Si 0.0129 -0.1248 0.1252
Si 0.2246 -0.1998 -0.4354
Si -0.0097 0.0625 0.1275
Si 0.0687 -0.0216 0.119
Si -0.0249 0.0032 0.1994
Si -0.0048 0.0322 0.23
Si 0.0742 -0.0222 0.0819
O 0.0197 -0.0394 0.0791
O -0.0718 0.0645 0.21
O -0.1906 0.2113 -0.0605
O -0.0478 0.0322 -0.1944
O 0.0224 -0.027 -0.1816
O 0.0308 -0.0154 -0.2364
O -0.0549 0.0397 0.2293
O -0.0116 0.04 0.2168
O -0.0076 0.0177 -0.0536
O 0.0953 -0.0121 -0.3137
O 0.0557 0.0367 -0.1562
O -0.0413 -0.1005 -0.1396
O -0.007 0.0483 -0.1527
O -0.0746 0.0341 -0.0862
O -0.0017 0.0354 -0.2298
O 0.3474 -0.2169 0.0801
O -0.0127 -0.026 0.1252
O 0.0035 0.0031 0.0997
O 0.0011 -0.022 0.1178
O -0.0081 0.0089 0.0877
O 0.0257 -0.0345 0.2138
O -0.0063 0.0116 0.1
O -0.0131 0.0074 0.0998
O 0.0059 0.0165 0.1003
Si 0.0575 0.1292 0.0893
Si -0.5405 -0.7403 -0.4903
Si 0.0539 0.0755 -0.2592
Si 0.0308 0.0417 -0.1161
Si -0.0186 -0.0041 -0.061
Si -0.0493 -0.0011 -0.1186
Si -0.0388 -0.0202 -0.0931
Si 0.002 -0.2137 0.0142
Si 0.0427 -0.104 0.2966
Si 0.0641 0.0365 0.1795
Si 0.0421 -0.0019 -0.0841
Si -0.0027 0.001 -0.0815
Si -0.16 -0.133 -0.0026
Si 0.0792 0.0115 0.3107
Si 0.0778 0.0017 0.3178
Si -0.0038 -0.0849 -0.1875
Si -0.0069 0.0647 -0.2421
Si 0.2142 -0.2413 1.6248
Si 0.081 0.008 -0.0921
Si 0.0352 0.0371 -0.158
Si -0.0657 0.0399 -0.0735
Si 0.0242 0.0364 0.3795
Si 0.0124 0.0224 -0.0403
Si 0.0571 -0.0003 -0.0826
Al -0.5655 -0.4718 0.749
Si -0.0316 -0.0145 -0.2609
Si 0.1131 -0.0363 0.174
Si 0.0372 -0.1045 0.2412
Si 0.0704 -0.0146 -0.2269
Si 0.0431 -0.0418 -0.1193
Si 0.0277 0.0184 -0.0869
Si -1.1021 0.5335 0.6695
Si -0.0167 0.0075 -0.0886
Si 0.0334 -0.0391 -0.0833
Si -0.001 -0.0419 -0.0899
Si -0.0353 0.0187 -0.0377
O -0.015 0.0258 -0.0019
O 0.0083 0.0067 0.0465
O -0.036 0.0586 -0.0995
O -0.0058 -0.0019 0.0554
O -0.0065 0.0063 -0.0422
O -0.009 0.0308 0.0358
O -0.0193 0.022 0.0399
O -0.0535 -0.0353 -0.119
O -0.0722 0.0477 -0.127
O 0.018 -0.2987 -0.276
O -0.0112 0.0081 0.0551
O -0.0161 0.0222 0.1215
O -0.0548 -0.0003 -0.1036
O 0.005 0.0027 0.094
O -0.004 0.0129 0.0316
O -0.0581 0.0529 -0.0776
O -0.0088 -0.0123 0.031
O 0.0095 0.0049 0.0372
O -0.0112 -0.004 0.0501
O 0.0336 0.032 -0.0992
O 0.0037 0.0287 0.1476
O -0.0197 0.0011 0.1183
O 0.012 0.0012 0.0911
O -0.0067 -0.0098 0.036
O -0.0087 0.0284 0.0564
O -0.0479 0.0585 -0.2285
O 0.0869 -0.0007 0.3205
O 1.6676 -0.2297 -1.0443
O -0.0534 0.0405 0.0219
O 0.197 1.365 1.3955
O 0.0092 -0.0056 0.0266
O -0.0152 0.0785 -0.1524
O 0.2273 0.24 -0.0054
O 0.024 0.0672 0.0027
O -0.0139 0.0074 0.0518
O 0.0841 -0.0092 0.009
O 0.0166 -0.0374 0.0684
O -0.003 0.0077 0.0931
O -0.023 0.0096 -0.01
O -0.0289 -0.0254 0.1301
O -0.0154 0.0099 0.0609
O 0.0297 -0.0166 0.0727
O -0.0053 0.0453 0.1751
O -0.0199 -0.0005 0.0552
O -0.0649 -0.0385 0.0783
F -0.8222 -1.1127 -0.0673
O -0.0554 -0.0616 0.2108
O 0.0205 0.0094 0.0635
O 0.0056 -0.0224 0.0062
O -0.2115 -0.0636 -0.4039
O -0.0191 -0.0453 -0.1715
O 0.0102 0.2597 0.075
O 0.0187 -0.0103 0.071
O -0.0088 0.0016 0.0357
O 0.0005 0.0116 0.0546
O 0.0039 -0.0083 0.0776
O 0.0307 0.03 0.076
O -0.0729 0.1701 -0.3281
O -0.0192 -0.024 0.017
O -0.0507 -0.0628 -0.1334
O 0.3965 0.8662 -1.8871
O -0.0263 -0.0928 -0.1898
O -0.0237 0.0157 0.0848
O -0.0062 -0.0139 0.0103

The program warned: the cutoff lies below the one the program advises for these potential files; the exchange-correlation potential is rough where the density is thin.
